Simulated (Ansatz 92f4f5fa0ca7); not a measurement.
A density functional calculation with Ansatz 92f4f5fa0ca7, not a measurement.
Periodic cell of 216 atoms, Si120O64H32, with a vacuum gap, from a study of silicon, its oxide and their interface. The atomic structure is a simulated model.

Settings: functional r2SCAN; potential files Ansatz PAW; basis plane waves; wave-function cutoff 800 eV; density cutoff ratio 5; exchange-correlation grid ratio 1; k mesh 1 x 1 x 1, Gamma-centred; self-consistency stop 1e-11 eV per atom in the density residual; occupations fixed; spin none; net charge 0; applied field sawtooth along c, amplitude -0.015 V/angstrom in the program's sign convention, ramp centred at 0.9874 of c and 0.0252 of c wide, no dipole correction.

Cell vectors (angstrom)
a, 10.88, 0, 0
b, 0, 10.88, 0
c, 0, 0, 39.6616

Atoms and the computed forces on them: element, x, y, z (angstrom), force x, y, z (eV/angstrom)
Si, -0.3611, 0.2836, 25.737, 0.0156, -0.0253, -0.0733
Si, 2.2178, 3.2798, 25.8168, 0.0077, -0.008, -0.0335
Si, 0.0033, 5.3388, 26.4693, 0.0197, 0.0167, -0.058
Si, 2.7917, 7.6886, 26.0732, -0.0279, -0.0069, -0.0763
Si, 5.2188, -0.0708, 25.9766, 0.0115, -0.0289, -0.0758
Si, 8.3254, 2.5545, 25.9256, 0.0034, 0.0418, -0.0682
Si, 5.218, 5.729, 25.9731, 0.0153, -0.0035, -0.0727
Si, 8.68, 7.6438, 26.1078, -0.0118, 0.0117, -0.0614
Si, 1.2738, 1.4351, 27.0707, 0.0212, 0.0095, -0.0016
Si, 4.0068, 4.1117, 27.1912, -0.0087, -0.0272, -0.0058
Si, 1.4209, 6.7014, 27.6529, 0.0105, -0.0036, -0.0162
Si, 3.9559, 9.3815, 27.2893, -0.01, 0.0104, -0.0046
Si, 6.7832, 1.2607, 27.1759, -0.0047, -0.0076, 0.0196
Si, 9.419, 3.9205, 27.5027, -0.0335, -0.025, -0.0015
Si, 6.8355, 6.7758, 27.3169, -0.0057, 0.0099, -0.0063
Si, 9.6098, 9.4979, 27.2046, -0.0114, -0.011, -0.0019
Si, 0.0055, 2.603, 28.7152, -0.0053, 0.0079, -0.0401
Si, 2.6371, 0.0343, 28.5161, 0.0026, 0.0116, -0.0152
Si, 0.0366, 8.2299, 28.7241, 0.006, -0.0001, -0.0151
Si, 2.8244, 5.3361, 28.837, -0.0022, -0.0044, -0.0349
Si, 5.396, 2.6809, 28.5121, 0.0039, 0.007, -0.0187
Si, 8.171, -0.0662, 28.5826, -0.0047, -0.006, -0.0157
Si, 5.4478, 8.1411, 28.6615, 0.015, 0.008, 0.0002
Si, 8.0887, 5.3895, 28.7387, -0.0062, 0.0015, -0.0223
Si, 1.3618, 4.0014, 30.0719, -0.0112, 0.0158, 0.0176
Si, 4.0437, 1.3491, 29.9131, 0.0129, -0.0064, 0.0298
Si, 1.3777, 9.5923, 30.032, 0.0117, 0.0116, 0.0269
Si, 4.1534, 6.7779, 30.0871, -0.0097, 0.0149, 0.0331
Si, 6.7189, 4.0158, 30.01, -0.0013, -0.01, 0.0178
Si, 9.5064, 1.2675, 30.0266, -0.0135, 0.01, 0.0307
Si, 6.7976, 9.5206, 29.9927, -0.0093, 0.0038, 0.0122
Si, 9.5058, 6.8157, 30.0035, 0.0042, -0.0181, 0.0342
Si, -0.0013, -0.0137, 31.4278, -0.0094, 0.0206, 0.2123
Si, 2.7372, 2.6694, 31.3925, 0.0119, -0.0058, 0.2335
Si, 0.0062, 5.4512, 31.3537, 0.0175, -0.0274, 0.1762
Si, 2.7474, 8.1898, 31.3511, 0.0212, -0.0444, 0.1968
Si, 5.4301, 0.0215, 31.3152, -0.0107, 0.0041, 0.1998
Si, 8.1476, 2.6921, 31.3385, 0.0302, -0.0154, 0.1842
Si, 5.4629, 5.4035, 31.4388, 0.0099, 0.0006, 0.1984
Si, 8.1537, 8.1644, 31.3736, 0.0007, 0.0225, 0.22
Si, 1.3699, 1.352, 32.7648, 0.0074, -0.0536, 0.361
Si, 4.0684, 4.0628, 32.7615, 0.0493, -0.0294, 0.3152
Si, 1.3745, 6.8263, 32.7065, -0.0137, -0.017, 0.164
Si, 4.098, 9.5395, 32.7079, 0.0541, 0.0188, 0.2439
Si, 6.7878, 1.3666, 32.7123, 0.0096, 0.0016, 0.1827
Si, 9.5139, 4.0852, 32.6937, -0.0072, -0.0331, 0.1501
Si, 6.8351, 6.7922, 32.7489, -0.0576, -0.1092, 0.3591
Si, 9.511, 9.5137, 32.757, 0.0684, -0.0538, 0.3212
Si, 0.0207, 2.7676, 6.9145, -0.0018, -0.0336, -0.2822
Si, 2.7531, 0.0048, 6.9421, -0.0334, 0.058, -0.3004
Si, 0.0134, 8.1673, 6.9308, -0.0364, 0.0949, -0.3028
Si, 2.7267, 5.4732, 6.9305, 0.0641, 0.0333, -0.2259
Si, 5.448, 2.7174, 6.9461, -0.0479, 0.0328, -0.2608
Si, 8.1743, 0.0489, 6.9322, 0.0371, 0.0798, -0.2213
Si, 5.4636, 8.1824, 6.9018, 0.0114, 0.0148, -0.3341
Si, 8.186, 5.4322, 6.9419, -0.108, 0.0101, -0.258
Si, 1.3685, 4.1227, 8.2957, 0.0423, -0.0528, -0.1971
Si, 4.0942, 1.3725, 8.3221, -0.0152, 0.0305, -0.2048
Si, 1.3717, 9.547, 8.2784, -0.0315, 0.0475, -0.1888
Si, 4.1284, 6.8179, 8.2745, 0.0222, -0.048, -0.1977
Si, 6.8039, 4.0832, 8.2992, -0.0038, 0.0324, -0.1794
Si, 9.5418, 1.4447, 8.2924, 0.0097, -0.0297, -0.189
Si, 6.7885, 9.5781, 8.2529, -0.009, 0.0043, -0.2082
Si, 9.5527, 6.7954, 8.2853, -0.0523, 0.0438, -0.2021
Si, 0.0558, 0.0991, 9.6251, -0.0014, -0.0132, -0.0357
Si, 2.7435, 2.7723, 9.656, 0.0004, -0.0011, 0.0052
Si, 0.0229, 5.4611, 9.6855, 0.0055, -0.0054, -0.0437
Si, 2.7695, 8.1983, 9.5927, 0.0052, 0.0191, -0.011
Si, 5.4838, 0.0505, 9.689, 0.0004, -0.0055, -0.0359
Si, 8.1845, 2.795, 9.6944, -0.0107, -0.0102, -0.0296
Si, 5.4501, 5.4284, 9.6741, -0.0012, -0.0012, -0.041
Si, 8.1466, 8.1954, 9.5397, 0.0086, 0.0045, -0.0095
Si, 1.3854, 1.4834, 11.0588, 0.013, 0.0057, 0.0065
Si, 4.1037, 4.0604, 11.0894, -0.0091, -0.0155, 0.0065
Si, 1.475, 6.8099, 10.9445, 0.0003, 0.0154, 0.0193
Si, 4.0719, 9.5729, 10.9854, -0.0077, -0.0026, 0.0167
Si, 6.8617, 1.417, 11.069, 0.0187, 0.0017, 0.0147
Si, 9.4879, 4.1981, 11.1006, -0.0187, -0.0065, 0.0102
Si, 6.8263, 6.8538, 10.9328, -0.0102, 0.0137, 0.0368
Si, 9.5061, 9.5847, 10.8225, -0.0085, -0.0182, 0.028
Si, -0.0587, 2.7954, 12.4525, -0.0031, 0.0032, 0.0016
Si, 2.8558, 0.1677, 12.3871, 0.0153, 0.0143, 0.0118
Si, 0.0963, 8.3118, 12.0479, 0.0058, -0.007, 0.0259
Si, 2.7181, 5.4284, 12.4358, 0.0212, 0.001, 0.0133
Si, 5.5633, 2.8017, 12.5122, 0.0145, 0.0111, -0.003
Si, 8.2382, -0.0325, 12.3325, -0.0011, -0.0053, 0.0214
Si, 5.3936, 8.1168, 12.2593, 0.001, 0.0135, 0.0064
Si, 8.206, 5.7238, 12.4565, 0.0047, 0.0176, -0.0154
Si, 0.992, 4.4459, 13.7461, 0.0144, -0.0144, 0.0162
Si, 4.5439, 1.0868, 13.814, -0.0504, 0.0162, 0.0039
Si, 1.1812, 9.8562, 13.3973, 0.0059, -0.0176, 0.0095
Si, 4.3116, 6.5954, 13.6918, -0.0136, 0.0193, 0.0069
Si, 6.6746, 4.5228, 13.7417, 0.0035, -0.0167, 0.017
Si, 9.7656, 1.1089, 13.72, -0.0159, 0.0068, 0.0134
Si, 6.6591, 9.5816, 13.504, 0.0318, -0.0189, 0.0049
Si, 9.9226, 6.9867, 13.6244, -0.0083, 0.0315, 0.0156
Si, 6.9909, -1.3874, 16.4398, 0.0022, 0.0037, -0.0631
Si, 4.3206, 13.0366, 16.7589, 0.0025, -0.0085, -0.0661
Si, 8.5803, 1.1902, 16.6531, -0.0024, 0.0105, -0.0523
Si, 17.7315, -4.8971, 18.8468, 0.0061, -0.0004, -0.0555
Si, 7.0138, 3.742, 16.6625, 0.0083, -0.0117, -0.0525
Si, 12.9048, 4.1102, 16.6933, -0.0022, 0.003, -0.0665
Si, -2.4173, -2.4565, 18.8917, 0.008, 0.0012, -0.0676
Si, 10.6185, -0.6391, 18.2145, -0.0126, -0.0028, -0.0636
Si, 1.6653, 3.8918, 19.4908, 0, -0.0027, -0.0562
Si, 5.3107, 10.4685, 22.9751, -0.0013, -0.0139, -0.0669
Si, 12.2475, -9.8214, 20.333, 0.0043, 0.0051, -0.0641
Si, 22.2594, -2.4957, 15.7717, -0.001, -0.0111, -0.0589
Si, 5.516, -6.7157, 21.1509, -0.0098, 0.0029, -0.0678
Si, 2.8524, 5.8708, 21.4402, 0.0047, -0.0089, -0.0584
Si, 1.1244, -0.364, 23.0722, 0.0016, -0.0002, -0.0653
Si, -1.9685, 7.1995, 23.2987, 0, 0.0089, -0.0639
Si, 4.8106, 8.3596, 18.1579, -0.007, -0.0012, -0.068
Si, 7.2099, -1.9915, 21.421, -0.0055, -0.0041, -0.0598
Si, 2.8859, 6.896, 16.404, -0.0005, 0.0015, -0.0543
Si, 12.0678, 7.5765, 23.3577, 0.0032, -0.0083, -0.0536
Si, 7.1531, 4.5991, 23.7369, -0.0066, 0.0008, -0.0669
Si, 3.5061, 1.3746, 24.1155, -0.0047, 0.0031, -0.0639
Si, 14.9195, 2.1089, 19.6061, 0.0015, -0.0036, -0.0593
Si, 15.3592, 8.4462, 21.0045, 0.0033, -0.0047, -0.0614
O, -0.3548, -3.7844, 23.307, -0.001, -0.0006, 0.0175
O, 4.5582, -12.6, 19.5477, -0.0012, 0.0003, 0.0462
O, 4.7093, 1.1199, 23.0304, -0.0058, 0.0051, 0.0344
O, 2.772, 2.8125, 24.3023, 0.0007, 0.003, 0.0045
O, 1.0439, 4.4206, 25.5227, -0.0059, 0.0029, 0.0086
O, 0.8802, 2.6045, 20.1066, -0.0021, -0.0098, 0.0243
O, 4.0389, 6.7795, 25.5077, 0.0005, 0.0014, 0.0616
O, 1.7594, 7.9608, 24.8319, 0.0023, 0.003, 0.0309
O, 6.7235, -0.6438, 22.2048, -0.0081, 0.0107, 0.0328
O, 4.1637, 1.1364, 25.58, 0.0137, -0.0058, 0.0651
O, 9.3941, 1.4315, 25.4002, 0.0056, -0.0011, 0.0662
O, 4.2114, -1.3503, 22.1933, 0.0053, 0.0147, 0.0361
O, 5.9484, 5.2488, 24.5998, -0.0095, 0.0019, 0.0239
O, 5.9521, 7.8482, 21.3865, 0.0026, 0.0058, 0.0197
O, 8.311, 8.0284, 24.5628, -0.0033, 0.0066, 0.0285
O, 9.8097, 6.4481, 25.8511, -0.0006, -0.0112, 0.0828
O, 1.2408, 4.008, 15.293, 0.012, -0.0029, 0.0621
O, 4.5435, 1.436, 18.2087, -0.0036, 0.0004, 0.0462
O, 5.6083, -0.1236, 13.874, 0.0069, -0.0023, -0.0709
O, 8.1992, -4.0341, 19.2157, -0.0015, 0.0012, 0.0132
O, 1.574, 8.9949, 14.7181, -0.0008, -0.0186, 0.0364
O, 4.2988, 12.1528, 15.4139, -0.0015, 0.0087, 0.0739
O, 7.4154, 4.05, 15.1202, 0.0101, -0.0065, 0.0489
O, 3.7017, 7.2568, 15.051, -0.017, 0.0084, 0.051
O, 10.9695, 10.9253, 13.9796, 0.0068, 0.002, -0.0614
O, 5.4517, 5.5232, 14.1862, 0.0016, -0.0057, -0.0587
O, 9.2619, 1.5093, 15.2175, -0.0166, 0.0006, 0.0591
O, 10.0047, 7.8794, 15.0335, 0.0007, 0.0186, 0.0488
O, 7.1061, 8.9094, 14.9328, 0.0045, -0.0078, 0.0574
O, 10.8342, 5.6785, 13.927, 0.0009, -0.0142, -0.0638
O, 18.9308, 8.6906, 17.3521, 0.0112, -0.009, 0.0434
O, 2.8245, 2.7306, 16.7852, -0.0014, 0.0001, 0.0289
O, -4.5869, 5.0768, 20.0586, -0.0127, -0.0138, 0.036
O, 3.0989, 5.3237, 16.6975, -0.0007, -0.0015, 0.0203
O, 3.215, 3.4693, 19.2832, -0.0006, -0.0013, 0.0196
O, 13.8848, 1.0879, 20.3431, -0.0056, -0.0051, 0.02
O, 7.1995, 5.0436, 17.5845, -0.0038, 0.0207, 0.0369
O, 11.9561, -6.6312, 18.0155, -0.0028, -0.0023, 0.0438
O, 16.3427, 3.2894, 16.651, -0.0024, 0.0028, 0.0134
O, 11.1776, 9.5285, 16.8815, -0.0078, 0.0165, 0.0378
O, 7.5518, -1.5694, 19.9005, -0.0099, 0.003, 0.0409
O, 9.9569, 9.0173, 19.0706, -0.0066, -0.0053, 0.02
O, 5.2419, 2.671, 20.5357, 0.0072, 0.0098, 0.0265
O, 7.3323, 0.1887, 16.4186, 0.0023, -0.0021, 0.0172
O, 4.1195, -6.0098, 21.6478, 0.0001, 0.0033, 0.0224
O, 1.2768, 7.0887, 16.3453, 0.0073, -0.0047, 0.0176
O, 6.4943, 3.9598, 22.4153, 0.0164, 0.0036, 0.0411
O, 2.0929, -4.5227, 22.7869, -0.0086, 0.011, 0.036
O, 3.4172, -3.6206, 20.8257, -0.0084, -0.004, 0.0158
O, 5.5157, 9.3097, 17.0641, -0.0102, -0.0081, 0.0291
O, 12.6094, -5.7061, 20.4834, 0.0085, 0.0155, 0.0314
O, 11.6936, 0.5434, 21.7651, -0.0012, -0.0153, 0.0458
O, 14.2774, -3.0246, 17.5851, 0.014, 0.0099, 0.0347
O, 7.9894, 2.5791, 17.2253, -0.0022, 0.0007, 0.0138
O, 16.5955, -3.8325, 18.4221, 0.0061, -0.0054, 0.0296
O, 10.8733, 10.5795, 24.2398, -0.0092, 0.0068, 0.034
O, 12.1638, 19.868, 22.5512, -0.0053, 0.0001, 0.0238
O, -2.6303, -5.1652, 23.2942, -0.0016, -0.0039, 0.026
O, 8.4763, 8.1063, 22.0281, 0.0098, -0.0126, 0.0317
O, 2.4406, 0.2086, 23.8127, 0.0101, 0.0065, 0.0378
O, 7.833, 3.422, 24.6281, 0.0063, -0.0095, 0.019
O, 5.5702, 10.0686, 24.5392, -0.0038, 0.0033, 0.0358
O, 11.7305, 10.9668, 19.1401, 0.0145, 0.0143, 0.0354
O, 9.5862, 0.5223, 17.7306, 0.016, -0.011, 0.0308
H, 2.2024, 0.5411, 33.6973, -0.3916, 0.2377, -0.1977
H, 0.568, 2.1933, 33.6973, 0.295, -0.2311, -0.2327
H, 3.2674, 4.9048, 33.6939, 0.1801, -0.3589, -0.2436
H, 4.9005, 3.2514, 33.6939, -0.347, 0.297, -0.1994
H, 2.1961, 6.0042, 33.6389, -0.2509, 0.2956, -0.2728
H, 0.5466, 7.6419, 33.6389, 0.3013, -0.2869, -0.2679
H, 3.2763, 10.3614, 33.6403, 0.3252, -0.2894, -0.2661
H, 4.9224, 8.7202, 33.6403, -0.2222, 0.289, -0.275
H, 5.9694, 2.1917, 33.6448, 0.3072, -0.3123, -0.275
H, 7.6302, 0.566, 33.6448, -0.3627, 0.1852, -0.2719
H, 10.3565, 3.2847, 33.6262, -0.2955, 0.2176, -0.2803
H, 8.698, 4.9128, 33.6262, 0.2849, -0.3844, -0.2581
H, 7.6541, 5.9677, 33.6813, -0.2588, 0.4304, -0.1971
H, 6.0188, 7.6195, 33.6813, 0.21, -0.2914, -0.2457
H, 10.3435, 8.7028, 33.6894, -0.3884, 0.2207, -0.2063
H, 8.7129, 10.3586, 33.6894, 0.2384, -0.3071, -0.25
H, 0.8226, 1.9263, 5.9821, -0.223, 0.253, 0.2746
H, -0.8218, 3.5681, 5.9821, 0.4296, -0.2634, 0.2197
H, 3.5748, -0.8171, 6.0097, -0.2862, 0.3435, 0.2662
H, 1.9205, 0.8157, 6.0097, 0.2938, -0.2078, 0.2566
H, -0.8192, 8.9782, 5.9984, 0.2395, -0.2821, 0.2525
H, 0.8413, 7.3516, 5.9984, -0.2854, 0.3513, 0.2496
H, 3.5278, 4.6311, 5.9981, -0.2574, 0.2592, 0.258
H, 1.9052, 6.2952, 5.9981, 0.3462, -0.2965, 0.2471
H, 6.2665, 1.8923, 6.0136, -0.3478, 0.3114, 0.2525
H, 4.616, 3.5288, 6.0136, 0.2759, -0.2418, 0.2622
H, 7.3319, 0.8495, 5.9998, 0.4112, -0.2581, 0.2201
H, 8.9723, -0.796, 5.9998, -0.1826, 0.3169, 0.2763
H, 6.2798, 7.355, 5.9694, -0.1868, 0.3359, 0.2544
H, 4.6392, 9.0016, 5.9694, 0.2439, -0.3933, 0.2208
H, 9.0019, 4.6046, 6.0095, -0.3753, 0.3057, 0.2579
H, 7.3669, 6.2568, 6.0095, 0.2792, -0.2485, 0.2651

Results
free energy: -113757.865 eV
free energy less fixed offsets of H -15.71, O -570.45, Si -639.56 eV per atom: 0.855 eV

The program warned: the cutoff lies below the one the program advises for these potential files; the forces do not sum to zero within the program's tolerance; empty levels may hold ghost states of the PAW files; the exchange-correlation potential is rough where the density is thin.
